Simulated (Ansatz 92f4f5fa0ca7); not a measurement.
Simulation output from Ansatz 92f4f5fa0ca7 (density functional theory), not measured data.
Periodic cell of 216 atoms, Si133O81H1N1, from a study of silicon, its oxide and their interface. The atomic structure is a simulated model.
Doubt: the cutoff is far below the 930 eV that the study's wrapper takes by default for these files, so forces and energies are approximate.
This geometry differs little from another in the collection (a relaxation step or a small displacement).

Settings
functional: PBE
potential files: Ansatz PAW
basis: plane waves
wave-function cutoff: 580 eV
density cutoff ratio: 5
exchange-correlation grid ratio: 1
k mesh: 1 x 1 x 1, Gamma-centred
self-consistency stop: 5e-08 eV per atom in the density residual
occupations: fixed
spin: none
net charge: 0

Cell vectors (angstrom)
a, 10.938, 0, 0
b, 0, 10.938, 0
c, 0, 0, 31.5903

Atoms and the computed forces on them: element, x, y, z (angstrom), force x, y, z (eV/angstrom)
Si, 0.4521, -0.5266, 24.2595, 0.0231, -0.0348, -0.0128
Si, 4.6985, 0.4936, 24.0631, -0.0079, 0.0273, 0.0141
Si, 3.158, 2.4184, 24.0842, 0.0218, -0.0294, 0.0171
Si, 7.7065, 3.2082, 24.1689, -0.0097, 0.034, 0.0277
Si, -0.7313, 6.2243, 24.3189, -0.0543, -0.0815, 0.1244
Si, 5.9612, 4.9702, 24.3731, -0.0144, -0.0373, -0.0268
Si, 2.0122, 8.5417, 24.1735, -0.0306, 0.0308, 0.0131
Si, 8.6488, 8.129, 24.2178, 0.0734, 0.0175, 0.0554
Si, 1.373, 1.4058, 25.3124, 0.0051, 0.0003, 0.0026
Si, 6.6755, 1.3608, 25.2823, -0.0042, -0.0027, -0.0163
Si, 4.1335, 4.0494, 25.5435, 0.0274, 0.0181, -0.007
Si, 9.4597, 4.2083, 25.3872, -0.0159, 0.0265, -0.0334
Si, 1.2099, 6.8365, 25.5529, 0.0019, 0.0385, -0.0034
Si, 6.8576, 6.9578, 25.3293, -0.0221, -0.0251, 0.0062
Si, 3.9094, 9.5689, 25.3096, -0.0008, -0.0022, -0.0026
Si, 9.6398, 9.6495, 25.6483, -0.0217, 0.017, 0.0175
Si, 2.6749, 0.0312, 26.7927, -0.0034, -0.0018, 0.0103
Si, 8.1175, 0.0821, 26.7643, 0.0191, 0.001, 0.0071
Si, -0.0335, 2.7771, 26.7056, 0.0159, 0.0145, 0.0171
Si, 5.4759, 2.6807, 26.8622, -0.0044, -0.0005, 0.0089
Si, 2.7138, 5.472, 26.7929, -0.0184, -0.0218, -0.0008
Si, 8.147, 5.5602, 26.8166, 0.0165, -0.012, 0.0134
Si, -0.019, 8.222, 26.9563, 0.0098, 0.0059, -0.0042
Si, 5.4041, 8.2554, 26.7026, 0.0014, 0.0168, 0.0082
Si, 4.1018, 1.3673, 28.1721, -0.1678, -0.4484, 0.3208
Si, 9.5708, 1.3673, 28.1721, -0.1952, 0.3794, -0.5336
Si, 1.3673, 4.1018, 28.1721, -0.1993, -0.1202, -0.3463
Si, 6.8362, 4.1018, 28.1721, -0.0089, 0.1371, 0.0872
Si, 4.1018, 6.8362, 28.1721, 0.0054, 0.1805, -0.4599
Si, 9.5708, 6.8362, 28.1721, -0.34, -0.1928, 0.7823
Si, 1.3673, 9.5708, 28.1721, 0.2165, 0.4013, 0.6763
Si, 6.8362, 9.5708, 28.1721, -0.3349, 0.1036, -0.5395
Si, 0, 0, 29.5393, 0.0684, -0.0804, 0.0049
Si, 5.469, 0, 29.5393, -0.1227, -0.0939, 0.0507
Si, 2.7345, 2.7345, 29.5393, -0.0111, -0.0799, -0.0242
Si, 8.2035, 2.7345, 29.5393, 0.1817, 0.1078, 0.0275
Si, 0, 5.469, 29.5393, -0.0869, -0.0644, 0.0217
Si, 5.469, 5.469, 29.5393, -0.0027, -0.0878, -0.0205
Si, 2.7345, 8.2035, 29.5393, 0.091, 0.1039, 0.0445
Si, 8.2035, 8.2035, 29.5393, 0.0378, -0.1307, 0.0078
Si, 1.3673, 1.3673, 30.9066, -0.0376, 0.0596, 0.0022
Si, 6.8362, 1.3673, 30.9066, -0.0238, 0.0214, -0.0568
Si, 4.1018, 4.1018, 30.9066, -0.0322, 0.0527, 0.0025
Si, 9.5708, 4.1018, 30.9066, -0.0065, 0.0335, -0.0078
Si, 1.3673, 6.8362, 30.9066, -0.0243, -0.0168, -0.0543
Si, 6.8362, 6.8362, 30.9066, -0.0241, 0.064, 0.0149
Si, 4.1018, 9.5708, 30.9066, 0.0486, -0.0216, 0.003
Si, 9.5708, 9.5708, 30.9066, -0.0669, 0.0614, -0.0032
Si, 2.7345, 0, 0.6835, 0.059, -0.0827, -0.0269
Si, 8.2035, 0, 0.6835, -0.0174, 0.0489, 0.0036
Si, 0, 2.7345, 0.6835, -0.0066, -0.014, 0.0367
Si, 5.469, 2.7345, 0.6835, 0.0628, -0.0618, 0.0207
Si, 2.7345, 5.469, 0.6835, -0.0159, 0.0418, 0.0061
Si, 8.2035, 5.469, 0.6835, 0.1267, -0.1223, -0.0215
Si, 0, 8.2035, 0.6835, 0.0386, -0.0537, 0.011
Si, 5.469, 8.2035, 0.6835, -0.0573, -0.0065, 0.0462
Si, 4.1018, 1.3673, 2.0507, -0.1302, 0.0325, -0.0756
Si, 9.5708, 1.3673, 2.0507, -0.0703, -0.0636, 0.0155
Si, 1.3673, 4.1018, 2.0507, 0.0917, 0.0877, 0.042
Si, 6.8362, 4.1018, 2.0507, 0.0415, 0.2255, -0.0655
Si, 4.1018, 6.8362, 2.0507, -0.0313, -0.152, 0.011
Si, 9.5708, 6.8362, 2.0507, -0.1086, 0.0562, -0.0554
Si, 1.3673, 9.5708, 2.0507, -0.0063, 0.1224, -0.0332
Si, 6.8362, 9.5708, 2.0507, 0.1038, 0.0246, 0.0234
Si, 0, 0, 3.418, 0.0457, -0.3244, -0.242
Si, 5.469, 0, 3.418, -0.2908, -0.0703, 0.5901
Si, 2.7345, 2.7345, 3.418, 0.3602, -0.3052, -0.4357
Si, 8.2035, 2.7345, 3.418, 0.107, -0.1112, 0.244
Si, 0, 5.469, 3.418, 0.2618, 0.3397, 0.4295
Si, 5.469, 5.469, 3.418, 0.1605, -0.0017, -0.8448
Si, 2.7345, 8.2035, 3.418, -0.0633, 0.0541, 0.6327
Si, 8.2035, 8.2035, 3.418, 0.3207, -0.0712, -0.5218
Si, 1.4044, 1.331, 4.7313, -0.0061, 0.0033, -0.0044
Si, 6.862, 1.3371, 4.8189, -0.0044, -0.011, -0.0026
Si, 4.2336, 4.0099, 4.6949, 0.006, 0.0178, -0.0076
Si, 9.613, 4.0912, 4.7871, 0.0012, 0.0073, -0.0046
Si, 1.3953, 6.8526, 4.9054, -0.0018, 0.0016, -0.0005
Si, 6.8112, 6.8701, 4.6969, -0.003, 0.0049, -0.0087
Si, 4.0852, 9.5508, 4.8999, -0.0019, -0.0013, 0.001
Si, 9.6608, 9.457, 4.7684, -0.0088, 0.0053, 0.0006
Si, 2.6323, -0.0065, 6.2698, -0.0012, 0.003, 0.016
Si, 8.2729, -0.1057, 6.0434, 0.0227, 0.0041, 0.0041
Si, 0.1484, 2.7685, 6.0937, 0.0025, -0.0199, 0.0194
Si, 5.5622, 2.7416, 6.2295, 0.0146, 0.0141, -0.0042
Si, 2.9748, 5.4278, 6.019, -0.0085, -0.0202, 0.0076
Si, 8.1797, 5.51, 5.9973, -0.0106, -0.0036, -0.0006
Si, -0.0104, 8.2159, 6.4402, 0.0059, 0.013, 0.0079
Si, 5.5668, 8.175, 6.2242, 0.0111, -0.0011, 0.0112
Si, 3.7011, 1.7967, 7.3517, -0.0497, 0.0165, 0
Si, 9.9824, 1.0094, 7.1597, 0.0117, -0.009, 0.0014
Si, 2.0854, 3.6321, 7.2063, 0.0291, 0.0004, 0.0036
Si, 6.6785, 4.4886, 7.4735, -0.0131, 0.0013, -0.0217
Si, 4.7634, 6.2578, 7.3731, 0.0018, 0.004, 0.0054
Si, 8.9261, 7.2395, 7.3924, -0.0135, 0.036, -0.009
Si, 0.7116, 10.2282, 7.6638, -0.0185, 0.0221, -0.0309
Si, 7.4302, 9.0908, 7.4146, 0.0186, -0.0259, -0.0142
N, 7.7643, 4.0271, 8.8909, 0.0252, -0.0104, 0.0449
O, 7.4199, 9.3237, 9.0709, -0.0073, -0.0035, 0.0173
O, 8.5075, 6.713, 8.9661, -0.0038, -0.0024, 0.0213
O, 0.79, 10.2023, 9.3579, -0.0033, -0.0041, 0.0331
O, 4.0553, 1.3551, 8.928, 0.0088, -0.0053, 0.0048
O, 1.9891, 4.3343, 8.7115, -0.0045, -0.0098, 0.004
O, 9.2318, 1.6405, 8.4814, 0.0123, -0.0117, -0.0011
O, 4.0936, 6.7796, 8.7964, 0.0037, -0.0006, 0.0091
O, 8.5917, 9.0194, 22.7559, -0.0103, 0.0009, -0.0484
O, 8.2683, 2.8247, 22.638, 0.0001, -0.0207, -0.0349
O, 5.111, 5.1915, 22.9756, 0.0304, -0.0079, 0.019
O, 8.0969, 2.8546, 19.9676, -0.0016, 0.0051, -0.0056
O, 10.8523, 10.5001, 22.6827, -0.0351, -0.0095, -0.0087
O, -0.4091, 6.2707, 22.6926, -0.1094, 0.0151, -0.0691
O, 1.8367, 7.8875, 22.6126, 0.0071, -0.0102, -0.0037
O, 4.6161, -0.0461, 22.474, 0.0124, -0.0066, -0.0334
Si, 8.8347, 5.2404, 9.5996, 0.0102, -0.0144, -0.0227
Si, 0.3348, 10.3277, 10.9322, 0.0079, 0.0051, -0.0231
Si, 4.3522, 7.069, 10.3643, 0.0028, 0.0073, -0.0197
Si, 1.9255, 9.9766, 16.2414, -0.0049, -0.0004, 0.0022
Si, -4.6859, 6.4405, 15.0032, 0.0122, -0.0182, -0.0059
Si, 1.9058, 3.1772, 18.4591, -0.0037, 0.0093, 0.0111
Si, 14.211, 6.5553, 14.2849, -0.0012, -0.003, -0.004
Si, 5.44, 0.126, 21.0755, -0.0137, 0.0069, 0.0269
Si, 3.8353, -0.0776, 13.9541, -0.0002, -0.0004, -0.0046
Si, 5.3136, 0.9805, 9.8868, -0.0056, -0.007, -0.0156
Si, 8.0728, 2.36, 9.3489, 0.0027, 0.021, -0.04
Si, 0.3843, 12.6531, 16.3589, -0.0042, 0.0028, -0.0031
Si, 0.9592, 6.6696, 21.9099, 0.0809, 0.0823, -0.021
Si, 4.686, 1.7053, 18.5514, -0.0016, -0.0045, -0.0022
Si, 7.9902, 1.8944, 21.3229, 0.0234, 0.0057, 0.0286
Si, 2.7412, 8.7993, 12.2705, -0.0097, 0.0049, -0.0069
Si, 6.8863, 3.8723, 19.4643, 0.0048, -0.0038, 0.0116
Si, 6.1782, -4.6434, 17.919, 0.0014, -0.0053, 0.0031
Si, 4.2528, 2.4688, 12.3882, 0.0065, -0.001, 0.0027
Si, 10.3536, 2.2726, 11.2868, -0.001, -0.0037, -0.0108
Si, 5.1806, 5.4487, 21.3953, 0.0004, -0.0018, 0.0532
Si, -1.8101, -3.9621, 14.1803, -0.0069, -0.0012, -0.0002
Si, 2.7486, 8.715, 18.6396, 0.0053, -0.005, 0.0105
Si, -4.5041, 3.5597, 14.1956, 0.0089, 0.0138, -0.0019
Si, 2.8887, 4.9104, 11.831, -0.0126, -0.0036, -0.0018
Si, 11.7664, 4.4544, 9.8184, -0.0051, 0.0008, -0.0275
Si, 5.432, -2.6942, 20.1518, -0.0055, -0.0013, 0.0069
Si, 10.3777, 8.353, 16.5498, -0.0056, -0.0016, 0.0021
Si, 2.5563, 4.0109, 21.3271, 0.0176, -0.0348, -0.0305
Si, -1.8309, 4.4104, 12.6826, -0.0083, 0.0058, -0.0026
Si, 8.9646, 10.9486, 15.3633, -0.001, 0.0024, 0.0033
Si, 10.9661, 8.4057, 19.5806, -0.0055, -0.0223, 0.0042
Si, 6.5285, 9.2018, 10.437, 0.0029, 0.014, -0.0195
Si, -1.4114, 10.0504, 21.8336, 0.0278, 0.0319, 0.0021
Si, -4.8738, 0.8242, 15.8217, 0.014, 0.0095, 0.0054
Si, 8.8503, 9.5548, 12.511, -0.0049, 0.0007, -0.0064
Si, 3.0671, 5.9285, 17.4005, -0.0011, 0.0005, 0.0077
O, 0.2016, 0.8944, 11.5674, -0.0009, 0.0048, 0.003
O, 2.8451, 5.2369, 13.4243, 0.0036, 0.0104, 0.0069
O, 8.7567, 2.214, 10.8465, 0.0157, 0.0003, 0.0167
O, 6.2327, 4.8248, 15.1834, 0.0037, 0.013, -0.0184
O, 3.9402, 4.6377, 20.7099, 0.0104, -0.0022, -0.0372
O, 2.8063, 2.9117, 22.517, 0.0002, -0.0118, -0.0032
O, -9.8776, 0.2909, 16.7682, 0.0048, -0.0014, 0.0027
O, 4.1918, 5.6665, 11.1817, -0.0015, 0.0036, -0.0003
O, 5.1895, 1.7112, 11.3178, -0.0076, 0.0053, 0.0103
O, 2.4631, 18.0986, 18.2604, 0.0097, -0.0058, 0.0008
O, 10.296, 3.2649, 12.5938, -0.0036, 0.0063, 0.009
O, 5.1636, 7.0753, 21.2588, 0.0061, 0.008, -0.0061
O, 4.5622, 0.6534, 19.8023, 0, 0.003, -0.0072
O, 3.1802, 8.0612, 10.8936, 0.0056, -0.0075, 0.0035
O, -4.5623, 2.2575, 15.1341, -0.0037, -0.0236, 0.0075
O, 2.557, -0.5557, 14.8178, 0.0055, -0.0005, 0.0009
O, 1.7226, 3.338, 20.088, -0.0003, 0.0003, -0.0168
O, 8.7294, 5.0984, 11.2321, 0.0046, -0.0107, 0.0345
O, 5.3157, 0.9653, 17.2478, -0.0035, 0.0101, -0.0025
O, 11.4302, 7.0698, 20.4042, -0.0109, 0.0294, -0.0499
O, -1.1252, 1.3596, 15.7804, -0.0013, -0.0026, 0.0017
O, 6.52, 7.0163, 16.5013, 0.0005, 0.0002, -0.0041
O, 1.3643, -1.3701, 11.9217, 0.0058, -0.0075, 0.0079
O, 6.4706, 1.3324, 21.4134, -0.0012, -0.0074, -0.0024
O, -3.7737, 5.019, 18.3013, -0.0047, 0.0092, -0.0025
O, -2.0415, -0.233, 13.7136, 0.0011, 0, 0.0041
O, -1.1677, 9.7589, 11.1732, -0.0046, -0.0013, 0.0099
O, 9.9109, -1.6747, 20.4627, -0.0045, 0.0089, 0.0227
O, 10.4348, 5.1537, 9.2015, 0.0052, -0.0035, 0.0046
O, 12.4071, 5.278, 11.0845, 0.012, 0.0013, 0.0078
O, -5.5792, 10.3221, 10.184, -0.0012, 0.0022, 0.0084
O, 5.8262, 7.7303, 10.5903, -0.0111, -0.0078, 0.0044
O, 0.5431, 2.5783, 17.7622, 0.0004, -0.0006, 0.0054
O, 2.2121, 4.6167, 17.7704, 0.0014, -0.0011, 0.0064
O, 1.8095, 5.2978, 21.9527, -0.0091, -0.0545, 0.0529
O, 0.9844, 8.6461, 16.1043, 0.0026, 0.0021, 0.0004
O, -4.7945, -1.3325, 20.7315, -0.0018, -0.0056, -0.0019
O, 7.3567, 9.4632, 11.8321, 0.0063, -0.001, 0.011
O, 3.0734, 3.3021, 11.6463, 0.0002, 0.0044, 0.0003
O, 15.8139, 6.9241, 14.2775, -0.0028, -0.0061, 0.0014
O, 6.5244, 4.7777, 20.7807, 0.0109, -0.0011, -0.0115
O, -9.7571, 13.4718, 15.1979, 0.049, 0.0019, 0.0922
O, -1.209, 16.5105, 13.6275, -0.0099, -0.0099, -0.0131
O, -3.4409, -4.0094, 14.0996, -0.0107, -0.0062, 0.016
O, -1.3892, -1.2632, 16.1549, -0.0004, -0.0028, 0.0011
O, 10.2764, 8.0083, 18.1458, 0.003, 0.0042, -0.0002
O, 9.4811, 8.213, 13.1946, -0.0042, -0.0041, 0.006
O, 3.5696, 12.3705, 13.4245, 0.0043, -0.0037, 0.0008
O, -3.1136, 3.6977, 13.3734, -0.0117, 0.0134, 0.0028
O, 5.6535, 2.9543, 18.9378, -0.0048, -0.0071, -0.0001
O, 3.9823, -2.1583, 19.6653, -0.0032, -0.0052, -0.0045
O, 6.698, 1.5032, 9.1887, 0.0017, 0.0013, 0.0126
O, -3.4498, 0.1075, 16.0155, -0.0167, 0.0128, -0.0044
O, 6.3205, 7.5301, 18.9864, -0.0054, -0.0046, 0.0015
O, 12.3165, 9.2989, 19.3105, 0.0123, 0.0104, -0.0026
O, 2.8606, 6.276, 15.8221, 0.0051, 0.0012, 0.0021
O, 2.4985, 7.7801, 13.5276, 0.005, -0.009, 0.0059
O, 8.8971, 0.5423, 21.3267, -0.0112, -0.0051, 0.0044
O, -7.8314, 9.6022, 17.3121, 0.0013, 0.0022, 0.0012
O, 3.9311, 9.84, 12.6888, -0.0017, 0.0078, 0.0125
O, 4.6396, 5.7341, 17.818, -0.002, 0.0035, -0.0017
O, 5.2054, 3.538, 13.1442, 0.0062, -0.0015, 0.0102
O, 3.1855, 2.1985, 18.1739, 0.0125, -0.0062, 0.0062
O, 11.2982, 2.9435, 10.1591, -0.0107, 0.0004, 0.01
O, 5.1949, -0.1291, 14.8288, 0.0003, 0.0063, 0.0027
O, -1.1831, 7.1228, 15.679, 0.0012, 0.0025, 0.0001
H, -10.2335, 13.6862, 14.3804, -0.0484, 0.0007, -0.0867

Results
free energy: -131015.337 eV
free energy less fixed offsets of H -15.97, N -385.13, O -568.88, Si -635.61 eV per atom: 1.173 eV

The program warned: the cutoff lies below the one the program advises for these potential files; the forces do not sum to zero within the program's tolerance; the exchange-correlation potential is rough where the density is thin.
